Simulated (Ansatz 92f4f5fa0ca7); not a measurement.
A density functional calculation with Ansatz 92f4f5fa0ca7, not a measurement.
Periodic cell of 273 atoms, Si165O106P2, from a study of silicon, its oxide and their interface. The atomic structure is a simulated model.
Doubt: the cutoff is far below the 930 eV that the study's wrapper takes by default for these files, so forces and energies are approximate.
This geometry differs little from another in the collection (a relaxation step or a small displacement).

Settings: functional PBE; potential files Ansatz PAW; basis plane waves; wave-function cutoff 580 eV; density cutoff ratio 5; exchange-correlation grid ratio 1; k mesh 1 x 1 x 1, Gamma-centred; self-consistency stop 5e-08 eV per atom in the density residual; occupations fixed; spin none; net charge 0.

Cell vectors (angstrom)
a 11.6015 0 0
b 0 13.3963 0
c 0 0 29.8085

Atoms and the computed forces on them: element, x, y, z (angstrom), force x, y, z (eV/angstrom)
Si 11.5407 0.1744 22.8902 -0.0016 -0.0007 -0.0009
Si 3.9074 0.1466 23.0137 -0.0016 -0.0008 -0.001
Si 7.6598 0.1155 23.1314 -0.0015 -0.0013 -0.0007
Si 2.06 3.4467 22.8806 -0.0016 -0.001 -0.0005
Si 5.8905 3.6792 22.9876 -0.0017 -0.0003 -0.001
Si 9.7521 3.5255 23.0203 -0.0019 -0.0004 -0.0007
Si 11.6583 6.8541 23.0583 -0.0019 -0.0002 -0.0009
Si 3.9528 7.0278 23.1728 -0.0013 -0.0002 -0.0006
Si 7.7892 6.8745 23.2232 -0.0017 0 -0.0009
Si 2.0276 10.2319 23.23 -0.0015 -0.0007 -0.0008
Si 5.852 10.0905 23.2804 -0.0014 -0.0011 -0.0011
Si 9.8397 10.0829 23.2142 -0.0019 -0.0006 -0.0011
Si 11.6882 2.3766 23.7484 -0.0003 0 0.0004
Si 3.9906 2.3957 23.7471 -0.0001 0.0003 -0.0001
Si 7.7791 2.4078 23.7639 -0.0001 0 0.0002
Si 2.0271 5.7009 23.6923 -0.0003 -0.0002 0.0002
Si 5.8293 5.8 23.9759 0 -0.0009 -0.0005
Si 9.7375 5.7199 23.8864 0.0003 -0.0005 0.0002
Si 11.7478 9.0215 24.0148 0 -0.0004 -0.0002
Si 3.8988 9.1301 24.1638 -0.0007 0.0005 -0.0003
Si 7.8442 9.0755 24.0022 0.0002 0.0001 0.0003
Si 1.906 12.5015 23.789 -0.0005 -0.0004 -0.0001
Si 5.7697 12.3677 23.9147 0.0001 0.0004 0
Si 9.6745 12.3925 23.7771 -0.0003 -0.0002 0.0004
Si 11.6402 2.2911 26.1671 0 0.0002 0.0004
Si 3.9125 2.3041 26.1651 -0.0002 -0.0001 0.0003
Si 7.7554 2.3133 26.1761 0.0002 0.0002 0.0007
Si 1.9802 5.6206 26.1389 -0.0003 -0.0006 -0.0003
Si 5.8224 5.6559 26.316 -0.0005 0.0005 0.0004
Si 9.714 5.6349 26.254 0.0001 0.0004 0.0002
Si 11.6639 8.977 26.3428 -0.0002 -0.0004 0.0005
Si 3.8828 9.0136 26.4535 0 -0.0008 0.0005
Si 7.791 8.9992 26.3352 -0.0006 -0.0006 -0.0001
Si 1.9228 12.3828 26.195 -0.0003 0.0002 0.0005
Si 5.7979 12.3298 26.2757 -0.0001 -0.0003 0.0003
Si 9.6831 12.3439 26.1841 -0.0003 -0.0002 0.0002
Si 1.9672 1.1925 27.0132 -0.0007 -0.0006 -0.0002
Si 5.8268 1.1822 27.0174 -0.0016 -0.0002 -0.0008
Si 9.688 1.1782 26.9961 -0.0006 -0.0003 -0.0002
Si 11.6528 4.5066 27.0098 -0.0016 -0.0004 0.0003
Si 3.8841 4.507 27.0306 -0.0011 -0.0006 -0.0007
Si 7.7695 4.5183 27.0419 -0.0006 0 -0.0005
Si 1.9632 7.8129 27.0748 -0.0011 0.0001 -0.001
Si 5.8442 7.8811 27.0865 -0.0001 -0.0005 0.0009
Si 9.7141 7.8525 27.0697 -0.0014 -0.0005 0.0002
Si 11.6135 11.2388 27.0349 -0.0007 -0.0004 -0.0005
Si 3.8459 11.2689 27.0728 -0.001 -0.0002 -0.0002
Si 7.7593 11.2369 27.0511 -0.0012 -0.0004 -0.0002
Si 1.9336 1.1164 29.4135 0.0639 0.1818 -0.2027
Si 5.8008 1.1164 29.4135 0.0582 0.1322 -0.1653
Si 9.6679 1.1164 29.4135 0.0797 0.1053 -0.2487
Si 0 4.4654 29.4135 0.1168 0.0478 -0.1753
Si 3.8672 4.4654 29.4135 -0.0683 0.0446 -0.1385
Si 7.7343 4.4654 29.4135 0.0418 0.0226 -0.061
Si 1.9336 7.8145 29.4135 0.0113 -0.1872 0.2856
Si 5.8008 7.8145 29.4135 0.1081 0.0219 0.4067
Si 9.6679 7.8145 29.4135 0.0755 -0.0107 0.1267
Si 0 11.1635 29.4135 0.0077 0.1593 -0.0961
Si 3.8672 11.1635 29.4135 -0.1046 0.2735 0.2207
Si 7.7343 11.1635 29.4135 0.0484 0.1831 -0.0518
Si 0 0 0.3944 -0.0723 -0.0812 -0.0925
Si 3.8672 0 0.3944 0.012 -0.1492 0.3403
Si 7.7343 0 0.3944 -0.2006 -0.2534 0.0218
Si 1.9336 3.3491 0.3944 0.0821 -0.216 0.033
Si 5.8008 3.3491 0.3944 0.0302 -0.0198 -0.1228
Si 9.6679 3.3491 0.3944 -0.0242 -0.0502 0.107
Si 0 6.6981 0.3944 -0.1087 -0.0043 0.0254
Si 3.8672 6.6981 0.3944 -0.0263 -0.1336 -0.1209
Si 7.7343 6.6981 0.3944 0.0388 -0.0334 0.0439
Si 1.9336 10.0472 0.3944 -0.0455 0.0774 -0.0229
Si 5.8008 10.0472 0.3944 0.1153 0.1085 -0.0056
Si 9.6679 10.0472 0.3944 0.0063 -0.0974 -0.1006
Si 11.5565 -0.0363 2.7535 -0.0032 -0.0009 0.0004
Si 3.8498 -0.048 2.8111 -0.0014 0.0015 -0.0051
Si 7.6697 -0.0895 2.7689 0.0002 -0.0014 0
Si 1.9676 3.2667 2.7641 0.0007 -0.0023 -0.0005
Si 5.8416 3.3259 2.7508 -0.009 -0.0066 -0.0016
Si 9.6819 3.3035 2.7856 -0.0018 -0.003 -0.0008
Si 11.5764 6.6514 2.7581 0.0011 0.0018 -0.0012
Si 3.8606 6.6314 2.7435 -0.0032 0.001 0.0011
Si 7.7466 6.6628 2.764 -0.0018 0.0004 0.0026
Si 1.9311 10.0367 2.7683 -0.0018 0.0024 -0.0026
Si 5.8223 10.0404 2.7689 -0.0022 0.0011 0.0006
Si 9.6812 9.9932 2.7527 -0.0018 0.0015 0.0003
Si 11.6198 2.1726 3.5712 -0.0047 0.0006 0.0064
Si 3.9505 2.1875 3.572 0.0046 0.0029 0.0075
Si 7.7347 2.1325 3.5068 0.002 0.0027 -0.004
Si 1.9 5.4993 3.4825 0.0006 0.0021 0.0003
Si 5.8149 5.557 3.5511 0.001 0 -0.0016
Si 9.6576 5.531 3.6088 -0.0001 -0.0017 -0.0012
Si 11.6153 8.8862 3.56 -0.0007 -0.0013 -0.001
Si 3.8893 8.8823 3.4343 -0.0005 0.001 -0.0014
Si 7.7475 8.8901 3.5493 0.001 -0.0007 -0.0009
Si 1.8639 12.2723 3.6038 0.0007 -0.003 0.0058
Si 5.7483 12.2189 3.7311 0.0006 -0.0029 0.0006
Si 9.622 12.2112 3.5253 0.0012 -0.0009 0.0009
Si 11.5678 2.032 5.9384 0.0022 -0.003 0.0031
P 3.8545 2.0748 5.8579 -0.0048 0.0018 -0.004
Si 7.6473 2.0143 5.8559 -0.0049 -0.0091 0.0075
Si 1.8717 5.3578 5.8207 0.0009 0.0019 0.0001
Si 5.8051 5.4929 5.9217 -0.0045 0.0021 0.0011
Si 9.6432 5.4495 6.0051 -0.0033 0.0018 -0.0014
Si 11.6331 8.8175 5.9347 0.0006 0.0002 0.0021
Si 3.8786 8.8307 5.7515 -0.0049 0.0018 0.0019
Si 7.757 8.8158 5.9205 -0.0032 0 0.001
Si 1.7256 12.3009 5.9941 -0.0021 0.0151 -0.0056
Si 5.6654 12.1329 6.2315 0.0002 0.0034 -0.0004
Si 9.5512 12.1084 5.8821 -0.0015 0.0002 -0.0015
P 1.6122 0.9444 7.2039 -0.0372 -0.0322 0.0284
Si 5.7029 1.0392 6.891 0.005 0.0029 0.0069
Si 9.5872 0.9214 6.6477 0.003 -0.0012 0.0056
Si 11.5522 4.2522 6.7548 0.0069 -0.0109 0.0064
Si 3.8655 4.2771 6.4846 0.0004 -0.0029 0.0084
Si 7.6968 4.2103 6.6014 -0.001 -0.0024 0.0059
Si 2.0099 7.6118 6.4925 0.0016 -0.0021 -0.0014
Si 5.7988 7.7617 6.6896 0.0004 0.0005 0.0019
Si 9.7106 7.716 6.7446 -0.0015 0.0008 0.0022
Si 11.4281 11.0214 6.816 -0.0031 0.0031 0.0109
Si 3.5639 10.9856 6.6791 0.0029 -0.0086 0.0028
Si 7.7099 10.9843 6.8576 -0.0012 -0.0012 0.0043
O 9.8542 7.8916 8.4118 -0.0013 -0.0015 -0.0028
O 9.5427 0.8274 8.3287 -0.006 0.0055 -0.0112
O 0.5711 0.3925 8.431 -0.0062 0.0368 -0.027
O 2.9719 10.5401 8.1736 0.0013 -0.0005 -0.0045
O 5.7928 7.9039 8.3544 0.0008 -0.0011 -0.0029
O 5.5718 1.2101 8.5746 -0.002 -0.0022 -0.007
O 3.7805 4.1966 8.129 -0.0038 0.0001 -0.0093
O 7.6114 3.7308 8.2147 0.001 0.001 -0.0075
O -0.1086 4.2332 8.4322 -0.0024 0.0037 -0.0067
O 11.0668 10.8976 8.4533 -0.0021 -0.0092 -0.0093
O 8.0613 10.7586 8.4947 0.0008 -0.0005 -0.0056
O 2.2979 7.516 8.1055 -0.0022 0.0001 -0.0035
O 11.4066 0.1972 21.2103 -0.0005 -0.0001 0.0014
O 9.7498 3.6218 21.3552 -0.0006 -0.0006 0.0011
O 4.1371 7.5313 21.5835 -0.0012 -0.0007 0.0012
O 5.9772 4.1667 21.3723 -0.001 -0.0001 0.0008
O 5.7354 9.75 21.6448 -0.0007 0 0.0005
O 2.13 3.3654 21.1993 -0.0006 0.0002 0.0006
O 7.3449 13.4374 21.4923 -0.001 0 0.0013
O 4.0004 0.1386 21.3494 -0.0004 -0.0002 0.0014
O 7.728 6.9244 21.5698 -0.0005 -0.0002 0.0008
O 2.1063 10.1679 21.5793 -0.001 -0.0003 0.0013
O 11.5337 6.9688 21.3969 -0.0009 -0.0006 0.0008
O 10.1697 9.6588 21.6237 -0.0007 -0.0004 0.0008
Si 11.5001 6.3651 11.2898 -0.0016 -0.0026 0.0021
Si 1.5286 10.3385 16.2247 -0.0011 -0.0003 -0.0007
Si 0.083 3.599 9.9255 0.0026 -0.0092 0.0013
Si 8.0659 12.8478 20.1645 -0.0009 -0.0005 -0.0015
Si 2.7105 10.4581 9.7721 -0.0048 0.0006 0.0057
Si 2.5553 10.3786 20.0358 -0.0013 -0.0003 -0.0011
Si 10.3365 3.69 19.8341 -0.0014 -0.0006 -0.0012
Si 0.197 12.769 17.0678 -0.0017 -0.0006 -0.001
Si 10.7984 0.6859 19.7604 -0.0005 -0.0005 -0.0014
Si 3.1019 7.7172 16.2077 -0.0016 -0.0009 -0.0009
Si 0.3142 6.4769 19.8956 -0.0012 -0.0006 -0.0012
Si 9.3269 2.479 14.2346 -0.0011 -0.0009 -0.0008
Si 2.7923 2.4843 10.9891 -0.0027 -0.0021 -0.0025
Si 5.08 11.9499 15.3521 -0.0013 -0.0005 -0.0005
Si 4.9293 8.6681 20.7029 -0.0008 0.0001 -0.0013
Si 3.5486 -0.4174 11.2515 -0.002 0.0032 -0.0014
Si 5.5222 8.851 14.7839 -0.0014 -0.0007 -0.0004
Si -0.3255 11.2532 10.0418 -0.0004 0.0018 0.0027
Si 9.4424 10.0062 20.2091 -0.0006 -0.0004 -0.0006
Si 3.4413 0.0351 19.818 -0.0011 -0.0005 -0.0013
Si 7.4034 4.6893 9.508 -0.0019 -0.0002 0.0028
Si 2.3359 12.3315 14.1496 -0.0004 0 -0.0012
Si 6.1126 0.611 10.0327 -0.004 0.0004 0.0046
Si 2.7724 2.8845 19.7574 -0.0011 -0.0004 -0.0014
Si 5.6557 4.4075 13.6121 -0.0017 -0.0004 -0.001
Si 7.4288 0.17 15.5618 -0.0014 -0.001 -0.0003
Si 9.5614 11.2888 15.1817 -0.0015 -0.0005 -0.0012
Si 1.9267 6.53 13.5254 -0.0006 -0.0012 0
Si 2.7688 3.4868 13.9697 -0.0023 -0.0014 -0.0008
Si 11.6794 9.1546 18.3976 -0.0013 -0.0001 -0.001
Si 10.841 0.7284 9.3262 0.0376 -0.0096 -0.0136
Si 9.0592 7.3048 9.7101 -0.0012 0.0002 0.0025
Si 8.596 8.5091 14.5691 -0.0008 -0.001 -0.0007
Si 4.7154 7.1383 12.3257 -0.0026 -0.0014 0.0003
Si 2.9435 5.6073 18.7366 -0.0013 -0.0004 -0.0015
Si 2.4422 7.365 9.6962 -0.0009 -0.0016 0.0046
Si 6.2142 8.4223 9.8417 -0.0015 0.0011 0.0031
Si 4.2553 4.6966 9.5914 0.0009 -0.0038 0.0058
Si 9.2725 10.4304 12.2648 -0.0014 -0.0002 0
Si 5.9232 13.0108 17.9485 -0.0014 -0.0003 -0.0015
Si 7.9583 4.911 18.3465 -0.0013 -0.0007 -0.0016
Si 8.2441 5.3554 15.1729 -0.0016 -0.0001 -0.0005
Si 7.2617 11.0816 9.9017 -0.0018 0.0011 0.003
Si 5.3646 4.1893 19.8537 -0.0011 -0.0005 -0.0009
Si 0.7213 1.4531 14.9988 -0.0007 -0.0002 -0.001
Si 7.5424 7.5069 20.0695 -0.0008 -0.0009 -0.001
Si 7.5866 2.7721 11.8002 -0.002 -0.003 -0.0002
O 3.3777 6.0283 9.9967 -0.0031 0.0036 0.0011
O 1.8853 2.6172 15.0444 -0.0025 -0.001 0.002
O -0.8222 12.8137 10.3213 -0.0001 -0.0028 0.0008
O 8.3586 8.8781 19.8335 -0.0008 -0.0008 0.0004
O 2.399 1.2955 19.51 -0.0015 -0.0005 0.0007
O 8.1129 5.2497 16.7773 -0.0018 -0.0006 0.0011
O 2.7269 11.967 19.6801 -0.0016 -0.0004 0.0005
O 7.0877 8.7174 15.1446 -0.0015 -0.0002 0.0005
O 1.2338 0.1451 14.1476 -0.0016 -0.0007 -0.0005
O 4.3447 3.76 14.3816 0.0004 -0.0003 0.0007
O 4.118 3.3704 10.5671 0.0021 0.0011 -0.001
O 10.8966 2.0395 14.4254 -0.0017 -0.0005 0.0002
O 11.2997 4.7458 11.0348 -0.0016 0.003 0.0002
O 10.7886 11.9682 16.0313 -0.0016 -0.0001 0.0009
O 8.8621 6.8599 14.7441 -0.0016 -0.0009 0.0005
O 1.6453 3.2375 10.1374 -0.003 0.0044 0.0012
O 8.359 5.9468 9.1717 -0.0004 -0.0007 -0.0013
O 11.1303 2.2826 19.5136 -0.0015 -0.0005 0.0005
O 5.3105 7.5978 10.8923 -0.0007 0.0003 -0.0016
O 11.3976 7.5796 18.7825 -0.0012 -0.0007 0.0006
O 7.8163 8.2495 10.1761 -0.0013 -0.0005 -0.0009
O 10.0563 7.0692 10.9793 -0.0015 0 -0.0009
O 9.1576 4.0658 14.6758 -0.001 -0.0008 0.0001
O 8.8058 11.4565 20.5104 -0.0013 -0.0008 0.0006
O 10.5003 10.3223 11.1666 -0.0002 -0.0015 -0.0014
O 8.3096 12.1917 15.722 -0.0015 -0.0006 0.0003
O 4.4162 2.8649 19.7951 -0.0011 -0.0005 0.0007
O 4.6376 0.2163 18.7258 -0.0017 -0.0004 0.0004
O 10.4567 10.0814 18.9436 -0.0013 -0.0005 0.0003
O 6.769 0.6613 16.9952 -0.0011 -0.001 0.0004
O 0.451 6.7053 12.8098 -0.0016 -0.0002 -0.0004
O 0.9666 7.0162 10.2623 -0.0002 -0.0008 -0.0014
O 3.0778 7.1311 12.5134 -0.0012 -0.0004 0.0002
O 3.9314 9.5394 19.7573 -0.0009 -0.0008 0.0006
O 6.7225 5.1347 14.6067 -0.0011 -0.0004 0.001
O 0.4968 0.8812 16.5101 -0.0019 -0.0011 0.0012
O 1.5017 11.7589 17.0798 -0.0014 -0.0008 0.0006
O 5.3268 8.2767 13.2891 -0.0016 -0.0004 0.0005
O 2.9815 12.3722 12.6538 -0.0015 -0.0017 0.0025
O 6.3707 3.1725 12.8204 -0.0018 -0.0005 -0.0001
O 2.7521 9.2908 16.562 -0.0018 -0.0005 0.0003
O 5.9888 7.882 19.7477 -0.0015 -0.0003 0.0007
O 1.9354 6.378 19.759 -0.0012 -0.0002 0.0006
O 1.429 9.6763 19.1218 -0.0009 -0.0006 0.0007
O 9.4254 9.6571 15.4506 -0.0014 -0.0006 0.0004
O 2.9192 8.8756 10.2199 0.0007 -0.0003 -0.002
O 8.8482 8.9948 12.9981 -0.0017 -0.0014 -0.0001
O 2.0959 7.2842 14.9703 -0.0014 -0.0005 0.0005
O 9.1216 3.858 18.7714 -0.001 -0.0006 0.0007
O 4.6732 7.856 15.7739 -0.0016 -0.0007 0.0002
O 7.1751 1.6083 10.7475 0.0004 0.0014 0.0011
O 8.0968 6.3519 19.0843 -0.0014 0 0.0006
O 5.834 5.1009 9.6103 -0.0014 0.002 0.0002
O 6.9666 -0.9376 19.0511 -0.001 -0.0005 0.0011
O 10.8844 2.1734 10.1179 -0.0005 -0.0049 -0.0045
O 8.9052 2.3443 12.658 -0.0007 -0.0003 0.0005
O 9.6674 11.437 13.5269 -0.0007 0.0001 0.0021
O 6.55 4.1812 18.7408 -0.0014 -0.0009 0.0005
O 5.9899 10.0394 9.9695 -0.0011 -0.002 -0.0009
O 1.2509 10.9569 10.3037 0.0005 -0.0028 -0.0006
O 5.1046 10.4322 14.7501 -0.0018 -0.0009 0.0004
O 1.6552 10.8781 14.6415 -0.0016 -0.0009 0
O 11.3375 13.0589 18.6026 -0.0015 -0.0004 0.0004
O 5.4083 11.817 16.9538 -0.0016 -0.0004 0.0007
O 8.0469 11.0105 11.3392 -0.0031 -0.0007 -0.0011
O 11.2902 4.9974 19.6292 -0.0009 -0.0001 0.0004
O 8.3193 1.4322 15.0274 -0.002 -0.0006 0.0003
O 2.3979 4.0278 18.6016 -0.0015 -0.0008 0.0007
O 3.6916 11.6374 10.3399 -0.0002 -0.0011 0.0007
O 9.1641 0.5625 19.7022 -0.0012 -0.0006 0.0003
O 2.6597 2.6204 12.5993 -0.0011 -0.0011 0.0017
O 3.5937 12.5974 15.1607 -0.0018 -0.0008 0.0003
O 7.9582 4.0778 10.9009 0.0003 0.0003 0.0006
O 5.0292 0.2859 11.2224 -0.0014 -0.0012 -0.0005
O 4.4076 5.4759 19.4633 -0.0009 -0.0005 0.0007
O 6.1465 13.0177 14.6605 -0.0015 -0.0007 0.0004
O 2.9995 6.5391 17.3664 -0.001 -0.0012 0.0011
O 2.6636 0.867 10.6903 0.0014 -0.0044 0.0025
O 0.2534 9.4232 16.7794 -0.0015 -0.0009 0.0006
O 5.1835 5.5973 12.5964 -0.0013 0.0002 0
O 2.0762 4.9356 13.7737 -0.0024 0.0006 -0.0001
O 6.8032 12.605 9.6509 0.0007 -0.0017 -0.0033

Results
free energy: -166684.538 eV
free energy less fixed offsets of O -568.88, P -755.39, Si -635.61 eV per atom: 3.172 eV

The program warned: the cutoff lies below the one the program advises for these potential files; the forces do not sum to zero within the program's tolerance; the exchange-correlation potential is rough where the density is thin.
